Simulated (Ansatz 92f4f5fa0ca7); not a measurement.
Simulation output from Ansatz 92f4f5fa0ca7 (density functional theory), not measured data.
Periodic cell of 228 atoms, Si140O88, from a study of silicon, its oxide and their interface. The atomic structure is a simulated model.
This geometry differs little from another in the collection (a relaxation step or a small displacement).

Settings: functional r2SCAN; potential files Ansatz PAW; basis plane waves; wave-function cutoff 800 eV; density cutoff ratio 5; exchange-correlation grid ratio 1; k mesh 1 x 1 x 1, shifted by 0.5 0.5 0 of a step; self-consistency stop 1e-10 eV per atom in the density residual; occupations fixed; spin none; net charge 0.

Cell vectors (angstrom)
a 10.888 0 0
b 0 10.888 0
c 0 0 32.9553

Atoms and the computed forces on them: element, x, y, z (angstrom), force x, y, z (eV/angstrom)
Si 0.0148 0.135 -0.1224 0.0001 -0.0007 -0.0353
Si 3.0202 2.4059 0.1981 -0.003 0.0042 -0.0201
Si -1.2107 4.047 1.4841 -0.0027 -0.0029 0.0051
Si 2.7376 7.8413 0.2614 -0.0018 -0.0024 -0.0263
Si 5.1313 0.1497 0.0414 0.0035 -0.0096 -0.0307
Si 8.9642 2.6767 -0.2415 0.0036 0.0033 -0.0393
Si 5.0576 5.6419 -0.033 -0.0027 0.0036 -0.0353
Si 8.6815 7.3717 0.0853 -0.0124 0.0027 -0.0228
Si 1.4241 1.2372 1.4264 -0.0017 -0.0016 -0.0034
Si 4.1415 4.0213 1.437 0.0025 0.0002 -0.0032
Si 1.3088 6.7339 1.6616 -0.0015 0.0007 0.0023
Si 4.0222 9.4656 1.3732 -0.003 -0.0048 0.0028
Si 6.736 1.297 1.2952 0.0046 0.0037 -0.0056
Si 10.6221 5.7949 0.2503 0.014 -0.0073 -0.0193
Si 6.8325 6.6064 1.3204 -0.0042 0 -0.0017
Si 9.5945 9.3921 1.0989 0.0029 0.0002 0.0053
Si 0.1232 2.6547 2.789 -0.0027 -0.0011 -0.0019
Si 2.7342 -0.0926 2.8154 -0.0018 -0.0021 -0.0032
Si -0.0497 8.2172 2.7898 -0.0005 0.0051 -0.0017
Si 2.7454 5.3219 2.8353 -0.0002 0 0.0032
Si 5.5094 2.6839 2.7807 0.0048 0.0048 -0.0008
Si 8.2165 -0.0904 2.5363 0.0027 0.0023 -0.0058
Si 5.5 8.1022 2.645 -0.0009 0.0007 -0.0016
Si 8.122 5.2818 2.7742 -0.0005 0.0001 0.0002
Si 1.3974 4.0109 4.2002 0.0004 -0.0008 0.0014
Si 4.0977 1.329 4.1075 -0.0016 -0.0013 -0.0008
Si 1.3409 9.5045 4.1711 0.0007 0.0019 -0.0031
Si 4.1289 6.7759 4.0645 0.0003 0.001 -0.0008
Si 6.8097 4.0043 4.1919 -0.0026 -0.003 -0.0013
Si 9.5419 1.283 4.0071 0.0004 -0.0008 -0.0002
Si 6.8438 9.496 3.9997 0.0016 -0.0014 -0.0021
Si 9.4701 6.7697 4.0675 -0.0018 0.0004 -0.003
Si -0.0147 0.0027 5.4746 -0.0017 0.001 0.0014
Si 2.7548 2.6723 5.5257 0.0016 -0.0031 0.0016
Si -0.016 5.4332 5.4404 -0.0019 -0.0007 -0.0008
Si 2.7486 8.1256 5.4388 0.001 0.0009 -0.0005
Si 5.4916 -0.0377 5.4088 -0.0008 0.0018 0.0031
Si 8.2058 2.6341 5.438 0.0005 -0.0014 -0.0022
Si 5.4525 5.4378 5.4761 -0.0022 -0.0016 0.0013
Si 8.1469 8.1451 5.444 -0.0001 -0.0005 -0.0016
Si 1.3407 1.356 6.8581 0.0002 0.0007 -0.0002
Si 4.0905 4.09 6.8368 0.0001 -0.001 -0.0007
Si 1.3634 6.7974 6.7887 -0.001 -0.0025 0.002
Si 4.0982 9.5242 6.7794 -0.0022 0.0001 0.0014
Si 6.8329 1.3166 6.8047 -0.0005 0.0011 -0.0011
Si 9.5023 4.0634 6.7845 0.0005 0.0008 0.0006
Si 6.7872 6.8129 6.8384 0.0014 0.0009 -0.0005
Si 9.5147 9.5156 6.8057 -0.0011 0.0001 -0.0008
Si -0.0555 2.7352 8.1733 -0.0005 0.0008 -0.0001
Si 2.7524 0.0035 8.1661 0.0003 0.0004 0.0003
Si 0.0335 8.1948 8.1402 0.0007 0.0007 0.0014
Si 2.6976 5.454 8.1692 -0.0025 -0.0007 0.0014
Si 5.4804 2.7239 8.1375 -0.0005 -0.0009 -0.0016
Si 8.1653 -0.027 8.1942 -0.0006 0.0001 -0.001
Si 5.4266 8.1919 8.1852 0.0038 0.0001 0.0008
Si 8.1607 5.4334 8.1671 0.0004 -0.0025 -0.0004
Si 1.2712 4.1357 9.4882 0.0032 -0.0004 0.0037
Si 4.1012 1.4157 9.4993 -0.0005 0.0028 -0.0016
Si 1.3869 9.5566 9.531 -0.0019 -0.0008 -0.0007
Si 4.0375 6.8485 9.5223 -0.0023 0.0009 0.0004
Si 6.7942 4.0709 9.5395 0.0003 -0.0015 0.0025
Si 9.5012 1.3574 9.5577 -0.0008 -0.0022 0.0012
Si 6.7702 9.5621 9.5677 0.0007 0.0009 0.0023
Si 9.5357 6.8502 9.46 -0.0007 -0.0005 -0.0005
Si 0.0551 0.0528 10.9026 -0.0024 0.0005 -0.001
Si 2.6582 2.7799 10.7611 0.0064 -0.0001 0.0044
Si -0.0311 5.5449 10.8704 -0.0006 0.0029 0.0011
Si 2.7237 8.2215 10.9338 0.0012 -0.0016 0.0019
Si 5.4283 0.0896 10.9296 0.0007 0.0035 0.0042
Si 8.1207 2.6957 10.9344 -0.0035 -0.0012 0.0046
Si 5.4074 5.4779 10.8369 0.0004 -0.002 0.0092
Si 8.1968 8.1869 10.8426 0.0051 -0.0002 0.0031
Si 1.4344 1.4418 12.2611 0.0014 -0.0027 0.0007
Si 3.8378 4.2672 12.1054 0.0012 -0.0184 0.0141
Si 1.3017 6.9164 12.2899 0.0019 -0.0027 0.0008
Si 4.0798 9.6311 12.2782 -0.0015 0.0018 -0.0008
Si 6.8245 1.3159 12.4073 -0.0016 0.005 0.0014
Si 9.4988 4.1345 12.15 -0.0005 -0.0009 -0.001
Si 6.8237 6.8091 12.1475 -0.0015 -0.0034 -0.0011
Si 9.5801 9.5394 12.204 0.0023 0.0008 0.0034
Si 0.09 2.9385 13.4836 0.0009 -0.0001 0.0048
Si 2.7171 0.0568 13.7369 -0.0029 -0.0029 0.0023
Si -0.0403 8.251 13.6753 0.0038 0.0038 0.0106
Si 2.66 5.5858 13.6312 0.0007 -0.0053 -0.0025
Si 5.5476 2.4439 14.0938 -0.0151 -0.003 -0.0086
Si 8.3145 -0.0105 13.6087 -0.0032 0.0012 -0.0011
Si 5.5987 8.2936 13.4601 -0.0022 0.0032 -0.0034
Si 9.4704 6.7039 14.7851 -0.001 0.0008 0.0001
Si 1.3446 4.2055 15.0896 0.001 -0.0039 -0.0071
Si 3.8956 1.316 15.4165 -0.0165 0.0057 -0.0018
Si 1.2776 9.631 15.1309 0.0025 0.0009 0.0013
Si 4.2028 6.9781 14.7257 0.0029 0.0043 -0.005
Si 6.8025 4.1069 15.1506 -0.009 0.0022 -0.005
Si 11.2074 0.6714 16.2422 -0.0102 -0.0041 0.0241
Si 7.0427 9.4516 14.9699 -0.0045 0.0057 0.0074
Si 8.061 5.3643 13.5193 0.0013 -0.0019 -0.0046
Si -1.2376 1.5526 14.745 0.0033 -0.0005 -0.0026
Si 2.0899 2.4105 16.4699 0.0102 -0.0015 0.0011
Si -0.3296 5.3536 16.3335 0.0013 0.0102 0.0314
Si 2.9341 8.2967 16.1729 0.0017 -0.0033 0.0236
Si 4.8224 -0.2236 16.8614 0.0107 -0.0025 0.0447
Si 8.5383 2.9957 16.2268 0.0097 -0.0141 0.0339
Si 5.5933 5.8404 16.2384 -0.0076 0.003 0.0275
Si 8.0467 7.7716 16.2427 0.0023 0.0016 0.031
Si -6.6513 17.877 23.9387 0.0002 -0.0001 0.0022
Si -13.574 22.8157 25.95 0.0017 0.0006 -0.0189
Si -11.4356 14.2675 25.2269 -0.0024 -0.003 -0.0061
Si -12.4356 18.4499 21.3808 -0.0025 -0.0011 0.0381
Si 9.8527 3.4659 29.9803 -0.0098 0.002 -0.05
Si -2.7262 18.7636 30.1073 0.0002 0.0004 -0.0548
Si -11.7103 18.3795 18.5095 0.0051 0.0089 0.0531
Si 17.3901 -22.3855 19.1857 -0.002 -0.0094 0.0451
Si -4.4072 -0.5395 30.2184 0.0092 0.0043 -0.0431
Si 22.1974 -1.4247 20.3713 0.005 0.0079 0.0413
Si -16.2814 -19.4609 25.2282 -0.0018 -0.0018 -0.0071
Si 1.0563 -7.9093 22.7976 0.001 0.0055 0.0179
Si -12.8184 -23.7309 26.2817 -0.002 0.001 -0.012
Si -0.7187 16.2036 27.603 0.001 -0.0001 -0.0323
Si -11.0844 -2.902 28.6546 -0.0057 -0.0042 -0.0327
Si 2.1949 3.2824 18.7218 0.0002 -0.0028 0.0497
Si -16.6047 -0.2903 21.6194 -0.008 0.0055 0.0329
Si -5.0801 -6.7022 27.7369 0.0044 -0.0036 -0.0265
Si -17.6604 -34.8443 29.265 0.001 -0.0013 -0.0394
Si -5.9517 -13.7401 20.0695 0.0057 -0.0006 0.0444
Si -14.1065 12.7988 28.8251 -0.005 0.0009 -0.0324
Si -7.5983 17.0475 18.2112 -0.0015 0.0053 0.0417
Si 1.6535 -1.5818 30.7552 0.0099 -0.0051 -0.0511
Si -14.2867 -15.0938 27.3598 0.0019 -0.0001 -0.0247
Si -15.2337 28.6649 22.3184 -0.0002 -0.0042 0.0213
Si -10.3238 7.9672 24.8522 -0.0014 -0.0017 -0.0007
Si -18.0159 -8.3619 21.2563 0.0064 -0.0027 0.039
Si 30.696 -9.9271 18.3496 -0.0028 -0.0067 0.0525
Si 5.3731 -17.3422 22.941 0.0011 0.0028 0.019
Si -7.6335 -2.4118 26.2058 -0.0061 0 -0.0222
Si -20.2364 15.1842 31.048 -0.0011 0.0029 -0.0434
Si -0.1001 5.5341 23.3931 -0.0008 -0.0029 0.0163
Si 4.092 -0.1333 24.223 -0.0026 0.004 0.0068
Si 15.0992 -16.2004 30.0573 0.002 0.0057 -0.0482
Si 13.0599 -12.695 22.73 0.0016 -0.0007 0.0238
Si 32.6467 23.4622 20.3118 0.0043 -0.0063 0.0382
O 3.749 -3.6672 -13.6066 -0.0118 -0.0112 -0.0273
O -10.313 -7.5248 -2.829 0.0065 0.004 0.0161
O -16.9255 -7.2325 -11.3237 -0.0032 -0.0066 -0.012
O -14.3291 -30.4782 0.0736 -0.0053 -0.0073 0.0175
O -5.1374 -7.5091 -8.8862 -0.0007 0.0031 -0.0013
O 6.3539 -5.32 -5.9127 -0.0011 -0.0016 0.0105
O -0.1408 -15.5153 -15.257 -0.0006 -0.0165 -0.0337
O 21.644 4.1483 -6.3312 -0.0016 0.0056 0.0127
O 6.8076 -9.517 -7.7349 -0.0025 0.0006 0.0048
O 1.7549 -12.7485 -11.7794 -0.0072 0.0033 -0.0193
O 11.4285 5.2854 -1.1002 -0.0129 0.0123 0.0286
O 6.7913 1.0033 -3.1171 -0.0038 -0.0108 0.0164
O -37.6956 21.2245 -1.2456 -0.014 0.0098 0.0431
O 7.8404 1.0309 -5.4475 -0.002 0.0035 0.0194
O -16.3039 -12.1918 -3.7497 0.0028 0.0011 0.0147
O 0.2764 8.6208 18.9754 -0.0048 -0.0075 -0.0282
O -6.5432 11.9348 21.3455 -0.0015 0.0037 -0.0108
O -22.9346 29.3832 29.8924 -0.0071 0.0012 0.0222
O 6.1745 10.3508 16.025 0.0036 -0.0057 -0.0146
O -6.4696 -12.4952 21.0011 0.0019 -0.0067 -0.0182
O -15.2382 -0.1766 20.7557 0.0049 -0.0002 -0.0231
O -8.2469 5.1922 30.2745 -0.0102 -0.0066 0.0187
O 10.9101 2.1348 21.8671 -0.0003 -0.0072 -0.0225
O 5.3607 -0.4287 23.2275 0.0047 -0.0025 -0.0095
O -6.6825 -5.4562 23.4972 0.0052 -0.0018 -0.0023
O 3.9447 -33.8029 25.4743 -0.0002 -0.0015 0.0046
O 3.3545 2.7393 19.7105 -0.0109 0.0069 -0.0348
O 0.8052 30.676 23.567 0.0016 0.0007 -0.0073
O -8.4436 -14.6971 17.1668 -0.0016 0.0123 -0.0265
O 7.3604 7.0727 28.9419 0.0028 0.0064 0.0244
O -6.2691 -5.3901 17.5202 0.0154 -0.0004 -0.0286
O -18.6307 18.7277 23.0995 -0.0008 0.0027 -0.0049
O -1.5959 23.9625 25.5609 -0.0002 -0.0006 0.0025
O -6.4374 -7.6945 13.1607 0.0124 0.0176 -0.0238
O 34.4732 -13.5986 31.9052 0.0083 -0.01 0.0368
O 15.5797 15.5656 28.7933 -0.0099 0.008 0.0256
O 18.4515 -2.7915 26.528 -0.0003 -0.0033 0.0071
O -9.8967 -12.9844 29.3681 0.0093 0.006 0.0252
O 2.5499 -19.1732 22.3356 0.0003 0.0007 -0.0102
O -12.7277 25.4089 31.3869 -0.0018 -0.0073 0.0404
O -17.8537 -3.7288 25.5198 -0.0014 0.0026 0.0039
O -40.7472 -22.169 23.2457 -0.0011 -0.0031 -0.0039
O -33.7797 4.55 24.2265 -0.0005 0.0006 -0.0016
O -12.4234 12.5229 19.7591 -0.0088 -0.0025 -0.0285
O 24.1044 35.9016 31.9521 0.0119 -0.0139 0.0286
O 20.899 9.0363 21.2647 0.003 0.0008 -0.0151
O -34.2011 6.9496 19.8728 0.0047 -0.0001 -0.0313
O -2.0243 5.9562 26.9211 -0.0009 -0.0014 0.0097
O -5.6442 14.0379 26.6081 0.0007 0.0038 0.0102
O -16.6202 5.1714 31.3401 0.0054 0.0003 0.0369
O -7.002 -12.4412 17.0296 -0.006 0.0021 -0.0118
O 7.8421 20.3564 30.1309 -0.0022 -0.0007 0.013
O 14.8087 17.7002 32.7704 0.0001 -0.0001 0.0145
O 14.4233 30.3488 27.771 0.0051 0.0015 0.0255
O -21.067 -19.0473 24.3855 -0.0001 -0.0008 -0.0034
O 6.0709 -13.0732 19.0946 0.0054 0.0056 -0.0183
O 8.9525 -2.7126 17.5468 -0.0102 -0.0044 -0.0306
O -0.791 6.5433 22.367 -0.0064 0.0065 -0.0151
O 22.5345 -4.4864 24.4695 -0.0024 0 -0.0023
O -11.9463 8.9512 27.6661 0.0073 -0.0074 0.0174
O -12.5862 23.9269 29.3251 0.0081 0.0064 0.0184
O -3.0153 -25.3378 31.5903 0.0095 -0.0073 0.0448
O -20.1358 -2.4765 25.9899 0.0018 0 0.0049
O -33.9422 4.0946 16.808 -0.0059 -0.0028 -0.0184
O 4.3242 -3.7045 29.7983 -0.003 -0.0074 0.0167
O 5.3523 0.203 18.35 -0.0124 0.0038 -0.035
O 0.8035 24.5549 19.4214 0.0111 0.0079 -0.0271
O -3.0123 29.4965 22.0275 0.0038 0.0013 -0.0138
O -0.9814 -13.6213 25.2423 -0.0008 -0.0008 0.003
O 14.0547 -12.1695 30.2478 -0.0127 0.0015 0.0234
O -16.1496 17.8141 20.9963 -0.0076 0.0058 -0.0217
O 14.9408 -9.5907 32.497 -0.0019 0.0045 0.0166
O -5.1605 -14.2388 23.568 0.0024 -0.0005 -0.0071
O -24.6961 -0.317 18.6012 0.008 0.0082 -0.0202
O 6.8054 6.8197 16.7616 -0.0009 -0.0033 -0.0098
O 13.2419 -5.9651 18.7023 0.0005 -0.0003 -0.0182
O 10.2735 11.3451 17.5974 0.0139 -0.0003 -0.0319
O 22.3405 0.1716 20.1693 -0.006 0.0066 -0.0182
O 18.9778 2.054 17.4898 -0.0005 0.019 -0.0348
O 0.8164 -0.3728 31.4647 -0.0121 0.0102 0.0229
O 11.7659 -6.3173 22.5405 -0.0014 -0.0033 -0.009
O -1.2554 -6.16 29.0081 -0.0008 -0.0078 0.0237
O -21.5052 -15.1873 27.9252 -0.0008 0.0037 0.008
O 9.8807 1.351 32.3926 0.0051 -0.0088 0.0131
O -25.7022 3.3472 28.5326 0.0039 -0.005 0.0123
O -17.5445 -31.304 24.8448 0.0008 0.002 -0.0016
O 8.6991 -0.4765 25.6736 0.0003 -0.0001 0.0051
O 6.7121 -27.3603 22.6215 0.0011 0.0033 -0.0074

Results
free energy: -139738.414 eV
free energy less fixed offsets of O -570.45, Si -639.56 eV per atom: -0.414 eV

The program warned: the cutoff lies below the one the program advises for these potential files; the forces do not sum to zero within the program's tolerance; empty levels may hold ghost states of the PAW files; the exchange-correlation potential is rough where the density is thin.
